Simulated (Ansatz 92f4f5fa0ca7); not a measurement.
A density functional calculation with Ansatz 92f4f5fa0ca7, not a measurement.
Periodic cell of 221 atoms, Si132O88H1, from a study of silicon, its oxide and their interface. The atomic structure is a simulated model.
Doubt: the cutoff is far below the 930 eV that the study's wrapper takes by default for these files, so forces and energies are approximate.
This geometry differs little from another in the collection (a relaxation step or a small displacement).

Settings
functional: PBE
potential files: Ansatz PAW
basis: plane waves
wave-function cutoff: 580 eV
density cutoff ratio: 5
exchange-correlation grid ratio: 1
k mesh: 1 x 1 x 1, Gamma-centred
self-consistency stop: 5e-08 eV per atom in the density residual
occupations: fixed
spin: none
net charge: +1 e, with a uniform compensating background and no finite-size correction

Cell vectors (angstrom)
a, 10.938, 0, 0
b, 0, 10.938, 0
c, 0, 0, 33.289

Atoms: element, x, y, z (angstrom)
Si, -0.2058, 0.1976, 25.7241
Si, 5.9709, -0.5523, 25.7421
Si, 2.8547, 2.8008, 25.816
Si, 8.3426, 2.3205, 25.8929
Si, -0.4844, 6.0089, 25.7009
Si, 5.3636, 5.6948, 25.7719
Si, 3.0142, 7.8386, 25.8047
Si, 8.2234, 8.2238, 26.121
Si, 1.42, 1.3586, 27.0414
Si, 6.8635, 1.1426, 27.2116
Si, 4.2251, 4.1063, 27.1535
Si, 9.5241, 4.1279, 26.9638
Si, 1.3264, 6.792, 27.1001
Si, 6.8104, 6.8032, 27.2686
Si, 4.1825, 9.4721, 27.0589
Si, 9.6861, 9.6232, 27.2332
Si, 2.7726, -0.0372, 28.4284
Si, 8.2639, -0.0607, 28.6007
Si, 0.0133, 2.765, 28.4125
Si, 5.5278, 2.6671, 28.495
Si, 2.74, 5.4324, 28.4858
Si, 8.2203, 5.4042, 28.5045
Si, 0.0717, 8.1896, 28.5289
Si, 5.4607, 8.1962, 28.5614
Si, 4.1018, 1.3673, 29.8707
Si, 9.5708, 1.3673, 29.8707
Si, 1.3673, 4.1018, 29.8707
Si, 6.8362, 4.1018, 29.8707
Si, 4.1018, 6.8362, 29.8707
Si, 9.5708, 6.8362, 29.8707
Si, 1.3673, 9.5708, 29.8707
Si, 6.8362, 9.5708, 29.8707
Si, 0, 0, 31.238
Si, 5.469, 0, 31.238
Si, 2.7345, 2.7345, 31.238
Si, 8.2035, 2.7345, 31.238
Si, 0, 5.469, 31.238
Si, 5.469, 5.469, 31.238
Si, 2.7345, 8.2035, 31.238
Si, 8.2035, 8.2035, 31.238
Si, 1.3673, 1.3673, 32.6052
Si, 6.8362, 1.3673, 32.6052
Si, 4.1018, 4.1018, 32.6052
Si, 9.5708, 4.1018, 32.6052
Si, 1.3673, 6.8362, 32.6052
Si, 6.8362, 6.8362, 32.6052
Si, 4.1018, 9.5708, 32.6052
Si, 9.5708, 9.5708, 32.6052
Si, 2.7345, 0, 0.6835
Si, 8.2035, 0, 0.6835
Si, 0, 2.7345, 0.6835
Si, 5.469, 2.7345, 0.6835
Si, 2.7345, 5.469, 0.6835
Si, 8.2035, 5.469, 0.6835
Si, 0, 8.2035, 0.6835
Si, 5.469, 8.2035, 0.6835
Si, 4.1018, 1.3673, 2.0507
Si, 9.5708, 1.3673, 2.0507
Si, 1.3673, 4.1018, 2.0507
Si, 6.8362, 4.1018, 2.0507
Si, 4.1018, 6.8362, 2.0507
Si, 9.5708, 6.8362, 2.0507
Si, 1.3673, 9.5708, 2.0507
Si, 6.8362, 9.5708, 2.0507
Si, 0, 0, 3.418
Si, 5.469, 0, 3.418
Si, 2.7345, 2.7345, 3.418
Si, 8.2035, 2.7345, 3.418
Si, 0, 5.469, 3.418
Si, 5.469, 5.469, 3.418
Si, 2.7345, 8.2035, 3.418
Si, 8.2035, 8.2035, 3.418
Si, 1.2625, 1.481, 4.7539
Si, 6.8116, 1.3893, 4.817
Si, 4.1108, 4.072, 4.8154
Si, 9.5165, 4.1483, 4.8441
Si, 1.3563, 6.8428, 4.7534
Si, 6.7859, 6.8978, 4.8241
Si, 4.1306, 9.569, 4.7998
Si, 9.5497, 9.5885, 4.6492
Si, 2.6353, 0.0278, 5.9444
Si, 8.269, -0.008, 6.0326
Si, -0.0838, 2.827, 6.3016
Si, 5.4471, 2.6948, 6.2919
Si, 2.7566, 5.5489, 6.1379
Si, 8.0917, 5.4825, 6.2105
Si, -0.0814, 8.2278, 5.9718
Si, 5.5296, 8.3315, 6.3204
Si, 3.6643, 1.522, 7.3706
Si, 9.7904, 1.0506, 7.4571
Si, 1.6274, 3.9909, 7.5144
Si, 6.5217, 4.3675, 7.6283
Si, 4.3267, 6.6753, 7.4862
Si, 9.3537, 7.1001, 7.3392
Si, 1.0721, 9.8075, 7.2122
Si, 7.2903, 9.4677, 7.5788
O, 1.8629, 3.8933, 25.0923
O, 7.1498, 9.2647, 25.3286
O, 2.72, 2.8274, 7.8286
O, 8.3475, 8.2392, 8.0459
O, 5.3806, 5.5097, 7.9793
O, 0.0536, -0.0071, 7.8648
O, 4.1588, 6.7379, 25.2852
O, 9.5418, 1.2965, 25.3296
O, 1.7274, 9.0047, 8.4639
O, 1.3792, 4.587, 9.3655
O, 9.0059, 1.344, 8.883
O, 6.9914, 10.4675, 8.8971
O, 3.6776, 0.6689, 8.8086
O, 3.6022, 7.1661, 8.8827
O, 7.0515, 3.8814, 9.1326
O, 10.3577, 6.2664, 8.404
O, 3.8457, 2.1165, 24.6864
O, 5.4241, 0.0155, 24.2882
O, 7.221, 2.7097, 24.7201
O, 11.1191, 5.6988, 24.2174
O, 9.282, 7.154, 25.3562
O, 2.2944, 8.4591, 24.459
O, 6.2165, 5.1589, 24.4444
O, 0.3792, 10.3623, 24.3679
Si, 2.4325, 8.068, 9.551
Si, 11.0704, 6.7806, 14.3914
Si, 0.0069, -5.1519, 17.187
Si, 4.1669, 0.8689, 23.6835
Si, 7.439, -2.0179, 20.3057
Si, 8.2913, 0.8104, 21.207
Si, 1.7185, 9.7404, 23.632
Si, 10.5244, 9.5161, 14.4051
Si, 3.9366, 9.8039, 11.7609
Si, 4.9748, 16.1686, 12.0241
Si, 6.9454, 1.8015, 16.7611
Si, 4.6356, 7.4672, 20.2077
Si, 13.2736, 8.563, 14.1168
Si, 3.7461, 1.4927, 10.2173
Si, 7.9406, 11.471, 9.8317
Si, 1.7339, 8.3685, 20.7606
Si, 2.542, -5.4104, 21.2279
Si, 2.2438, 3.99, 10.8567
Si, 8.2781, 4.3852, 17.501
Si, 6.9568, 3.9291, 23.6528
Si, 12.6323, 3.6279, 18.803
Si, 6.3515, 3.0865, 10.388
Si, 4.5449, 2.9653, 18.3751
Si, 7.9552, -0.2499, 14.994
Si, 10.5346, 4.6249, 12.2698
Si, -1.3645, 3.1357, 22.5285
Si, 6.2594, 7.9224, 12.2778
Si, 8.5988, 9.637, 12.2675
Si, 5.5641, 2.3259, 21.3552
Si, 12.0271, 4.4162, 23.7687
Si, 9.8815, 2.6859, 19.6539
Si, 11.1991, 5.9333, 9.7225
Si, -5.3226, 5.8675, 17.6463
Si, -0.853, -2.6013, 19.0198
Si, 8.0196, 10.1084, 17.7004
Si, 4.8253, 6.7973, 14.6534
O, 7.648, 10.2891, 13.4465
O, 7.0058, 9.5538, 18.8497
O, 7.8517, 8.1881, 11.9711
O, -1.5847, 1.1679, 19.9962
O, 4.5803, 5.4994, 13.6067
O, 7.5291, 9.6364, 16.1925
O, -1.4107, -1.3984, 18.0314
O, 4.8755, 13.5523, 9.9179
O, 5.4553, 9.2383, 11.734
O, 1.2856, 7.0801, 10.2049
O, 7.084, 1.1208, 15.2583
O, 8.482, 4.2316, 23.1057
O, 5.6739, 6.608, 11.4695
O, 1.4977, 6.7707, 21.0343
O, -2.13, 8.0052, 20.042
O, 10.1547, 9.5808, 12.7855
O, 15.7514, 4.4843, 17.8758
O, 6.0572, 8.1323, 20.8103
O, 2.8304, -0.026, 23.5956
O, 3.1881, 9.566, 13.1714
O, 6.012, 3.5256, 22.3806
O, 9.9518, 3.5761, 21.0149
O, 2.2644, 4.3419, 20.1512
O, -5.9108, 6.9947, 18.6763
O, 0.5456, -2.1016, 19.7249
O, 8.6733, 10.524, 10.9161
O, 11.672, 6.2464, 15.7989
O, 12.109, 4.2043, 12.0393
O, 9.6295, 10.7038, 15.1054
O, 10.3396, 5.5979, 13.5476
O, 0.4441, 2.595, 19.027
O, 4.0028, 11.4014, 11.4352
O, 1.3704, 7.382, 13.4693
O, 12.1352, 9.5839, 14.7857
O, 7.2208, 5.5801, 17.894
O, 3.476, -3.232, 14.9401
O, 12.0663, 4.8293, 17.859
O, 10.9914, 3.2161, 23.3372
O, 5.9593, 18.6378, 13.874
O, 2.2251, 4.8419, 22.6784
O, 6.8606, 1.4922, 20.8685
O, 5.3868, -4.6163, 16.0905
O, 1.4525, -1.6809, 22.1029
O, -2.1361, 3.5206, 18.768
O, 9.5769, 5.0022, 16.7407
O, 9.6294, 3.2848, 12.4146
O, 4.5173, 1.3812, 22.1787
O, 3.3217, -2.4314, 20.2295
O, 2.9284, 2.7471, 18.1664
O, 3.5865, 4.8512, 11.1726
O, 6.0818, 4.0268, 11.7236
O, 10.0248, 7.9868, 14.7844
O, -6.0459, 2.8525, 19.9704
O, 7.8987, 11.7563, 17.6784
O, 7.974, -0.8013, 21.3127
O, 4.0785, 6.1492, 21.0665
O, 8.9457, 1.5948, 22.5132
O, 2.4278, 2.4079, 10.598
O, 18.468, 3.3074, 16.53
O, 3.0271, 9.0122, 10.6906
O, 10.1856, 5.4386, 10.8735
O, 7.1633, 1.702, 10.6839
O, 10.4947, -3.9294, 18.1598
O, 5.4468, 1.9343, 17.4417
H, 8.8452, 3.3304, 12.9765

Results
free energy: -133980.387 eV
free energy less fixed offsets of H -15.97, O -568.88, Si -635.61 eV per atom: -2.457 eV

Forces (eV/angstrom), in the order of the atoms: element, x, y, z
Si, 0.0205, -0.0129, 0.0585
Si, -0.0179, 0.0138, 0.0276
Si, -0.001, -0.0164, 0.053
Si, -0.0106, 0.0111, 0.0359
Si, 0.0061, -0.0134, 0.0246
Si, 0.0171, -0.0145, 0.0579
Si, -0.0107, 0.0148, 0.0314
Si, -0.0074, 0.0074, 0.0658
Si, -0.0059, 0.0024, -0.0055
Si, -0.0042, 0.0048, 0.0068
Si, -0.0006, 0.0024, -0.0074
Si, -0.0037, 0.0024, 0.0142
Si, 0.0036, 0.0061, 0.0079
Si, 0.0054, 0.0018, -0.0055
Si, -0.0026, 0.0045, 0.0146
Si, -0.0033, -0.0018, -0.0035
Si, -0.0004, 0.0031, 0.0083
Si, 0.005, -0.0048, 0.0089
Si, 0.0028, 0.0025, -0.001
Si, -0.0041, 0.0006, 0.0069
Si, -0.0034, -0.0033, -0.0028
Si, 0.0022, 0.0001, 0.007
Si, -0.0011, -0.0011, 0.0066
Si, 0.0054, -0.0036, 0.0118
Si, -0.0703, -0.1638, -0.289
Si, 0.3077, 0.4738, -0.0103
Si, -0.0235, -0.1675, -0.1588
Si, 0.1555, -0.42, 0.1082
Si, -0.3868, -0.107, 0.1545
Si, 0.0786, -0.1177, -0.1937
Si, 0.4764, 0.117, 0.0268
Si, 0.0386, -0.2491, 0.5661
Si, 0.1222, 0.1511, -0.0473
Si, -0.0018, 0.0104, 0.0104
Si, -0.0961, -0.0499, -0.0506
Si, 0.0164, 0.0805, 0.0349
Si, -0.039, 0.0436, -0.012
Si, -0.0911, -0.0383, -0.0514
Si, -0.0028, 0.0395, 0.0321
Si, -0.1345, -0.0397, 0.0157
Si, 0.0059, -0.049, 0.0104
Si, 0.0386, -0.0418, -0.0235
Si, 0.0162, -0.0058, -0.0261
Si, -0.0015, -0.0398, -0.0165
Si, 0.0517, 0.0251, -0.0279
Si, 0.0828, -0.0176, -0.0031
Si, 0.0027, -0.0583, -0.0264
Si, 0.0071, -0.0076, -0.0349
Si, 0.0184, -0.016, -0.0099
Si, -0.0634, 0.0466, 0.012
Si, -0.0261, 0.0347, 0.0212
Si, -0.0314, 0.0193, 0.0402
Si, -0.0671, 0.0567, 0.0061
Si, 0.017, -0.0077, -0.0006
Si, -0.0278, -0.025, 0.0395
Si, -0.0265, 0.0686, 0.015
Si, -0.0588, -0.0906, 0.0408
Si, 0.0591, -0.0943, -0.0513
Si, 0.0778, -0.026, -0.0113
Si, 0.0928, 0.0446, 0.05
Si, -0.0415, -0.0751, -0.0111
Si, -0.1111, -0.0188, 0.0137
Si, 0.1602, 0.1632, 0.0262
Si, 0.0456, -0.0944, -0.0283
Si, -0.0375, 0.5117, -0.6311
Si, 0.0727, 0.0837, 0.0785
Si, -0.0934, 0.2474, -0.0891
Si, -0.0533, 0.0451, 0.3026
Si, -0.1698, -0.1733, 0.0919
Si, -0.1325, 0.1617, 0.2643
Si, 0.287, -0.0182, 0.0091
Si, -0.4398, -0.2765, -0.4652
Si, 0.0071, 0.0003, -0.0106
Si, 0.0014, 0.0027, -0.0096
Si, 0.007, -0.0171, 0.0013
Si, -0.001, 0.015, -0.0057
Si, -0.0073, 0.0068, 0.0051
Si, -0.0037, 0.0051, 0.0013
Si, -0.0016, -0.0006, -0.0104
Si, -0.0024, -0.0041, -0.0029
Si, -0.0031, -0.007, 0.0046
Si, -0.0011, -0.0031, -0.0008
Si, -0.0053, -0.0118, -0.0009
Si, 0.0071, -0.0012, -0.0017
Si, -0.0007, -0.0029, -0.0035
Si, 0.0126, -0.0015, 0.0032
Si, 0.0051, 0.0019, 0.0037
Si, 0.0074, -0.0004, 0.0045
Si, 0.0025, 0.0093, -0.0044
Si, -0.0064, 0.0132, 0.013
Si, 0.0026, -0.0245, -0.0378
Si, 0.0052, -0.0046, -0.0112
Si, -0.0132, 0.0211, 0.0007
Si, 0.0125, -0.0242, -0.0093
Si, 0.0347, -0.0485, 0.0598
Si, -0.0333, 0.0008, -0.0248
O, -0.0053, 0.0076, -0.0216
O, 0.0084, -0.008, -0.037
O, 0.0054, -0.0024, -0.0245
O, 0.0178, -0.0124, 0.0231
O, -0.0022, -0.0001, 0.013
O, 0.0076, -0.0106, 0.0022
O, -0.0024, -0.0003, -0.042
O, -0.0061, 0.0056, -0.0446
O, 0.0137, 0, 0.0145
O, -0.0483, 0.0771, 0.1203
O, -0.0043, -0.0051, -0.0049
O, 0.0065, 0.0237, 0.0193
O, 0.011, -0.0093, 0.0067
O, -0.0123, 0.0317, 0.0071
O, -0.0097, -0.0082, 0.0079
O, -0.0647, 0.0501, -0.0449
O, 0.0042, -0.0027, -0.02
O, -0.0021, 0.0007, -0.0136
O, 0.0004, 0.0049, -0.0187
O, 0.0062, -0.0063, -0.0098
O, 0.0127, -0.0117, -0.0416
O, -0.0014, 0.0001, -0.0129
O, 0.0051, -0.0042, -0.019
O, 0.0033, -0.008, -0.0232
Si, -0.0356, 0.0184, -0.0384
Si, -0.0042, -0.0152, -0.041
Si, -0.0018, -0.0067, -0.0247
Si, -0.0095, 0.0016, 0.0156
Si, 0.0088, 0.0012, -0.0175
Si, 0.0135, 0.0029, -0.0021
Si, 0.008, 0.0065, 0.0075
Si, 0.0005, 0.0057, -0.0196
Si, -0.0449, 0.0172, -0.0884
Si, -0.0456, -0.0304, -0.0574
Si, 0.0031, 0.0041, -0.0148
Si, 0.0006, -0.0032, -0.0132
Si, -0.0047, -0.0089, -0.0257
Si, -0.053, 0.0295, -0.0366
Si, -0.0148, 0.0154, -0.0292
Si, -0.0046, 0.0169, 0.0088
Si, -0.0031, -0.0155, 0.0198
Si, -0.056, 0.0548, -0.2057
Si, 0.0054, 0.0047, -0.026
Si, -0.0088, -0.008, 0.0183
Si, 0.0016, 0.0087, -0.0231
Si, 0.0235, 0.0092, -0.009
Si, -0.0043, -0.0006, -0.0188
Si, 0.0121, 0.0053, -0.0214
Si, 0.0319, -0.0105, -0.1084
Si, 0.0033, 0.0044, 0.0285
Si, -0.0091, -0.0072, -0.0412
Si, 0.0079, 0.0056, -0.0487
Si, -0.0153, 0.0045, 0.0188
Si, -0.0086, 0.0097, 0.0106
Si, -0.0094, 0.0039, -0.0157
Si, 0.1296, -0.1726, -0.0212
Si, 0.0086, 0.0012, -0.023
Si, -0.0045, -0.0026, -0.0236
Si, 0.0062, 0.008, -0.017
Si, -0.0075, -0.0038, -0.0349
O, -0.0027, 0.0011, 0.0209
O, -0.0063, -0.0045, 0.0116
O, -0.0003, -0.0012, 0.0194
O, -0.0017, -0.0012, 0.0056
O, 0.0113, 0.0088, 0.0318
O, -0.0043, -0.0053, 0.0188
O, 0.0038, -0.0046, 0.0127
O, 0.0221, 0.0034, 0.0037
O, 0.0003, 0.0011, 0.0214
O, 0.0412, 0.1086, 0.0256
O, -0.0031, 0.0026, 0.0121
O, 0.0064, -0.007, -0.0111
O, 0.0193, 0.0114, 0.0246
O, 0.0024, -0.0033, 0.0002
O, -0.0072, -0.0013, 0.0144
O, 0.0057, 0.0014, 0.0207
O, -0.0009, -0.0018, 0.0108
O, -0.0031, -0.0005, 0.0103
O, 0.0015, -0.0022, 0.0053
O, 0.0081, 0.007, 0.0087
O, -0.002, -0.007, -0.0159
O, 0.0035, 0.0017, -0.0041
O, -0.0004, 0.0052, 0.0034
O, -0.0021, 0.0075, 0.0172
O, 0.0083, -0.0031, 0.0093
O, 0.0071, -0.0142, 0.0433
O, -0.004, 0.0032, 0.0135
O, -0.083, 0.0051, 0.1318
O, -0.004, 0.0009, 0.013
O, -0.0067, -0.0202, -0.0073
O, -0.0045, -0.0003, 0.013
O, 0.0052, -0.0601, 0.0368
O, -0.0052, -0.0007, 0.022
O, 0.0007, 0.0006, 0.0139
O, -0.0056, 0.0013, 0.0044
O, -0.0015, 0.0014, 0.0115
O, 0.0057, -0.0088, 0.0196
O, 0.002, 0.0004, -0.0004
O, 0.0017, 0.0005, 0.0185
O, 0.0043, 0.0067, -0.0091
O, 0.0012, -0.0022, 0.0037
O, -0.0009, -0.0034, 0.0235
O, 0.0017, -0.0083, -0.0181
O, 0.0082, -0.0076, 0.0181
O, -0.0025, 0.0006, 0.0231
O, 0.1668, 0.0925, -0.1254
O, 0.0097, 0.0135, -0.028
O, -0.0042, -0.0005, 0.0028
O, 0.0018, 0.0035, 0.014
O, 0.0534, 0.0177, 0.071
O, -0.0047, 0.0064, 0.0209
O, -0.0027, 0.0014, 0.0143
O, -0.0012, -0.0003, 0.0076
O, 0.0004, -0.0003, 0.011
O, -0.0012, -0.0019, 0.0055
O, -0.0011, 0.0034, 0.0006
O, -0.0073, -0.0049, -0.0004
O, 0.0358, -0.0516, 0.0381
O, -0.0015, 0.0023, 0.014
O, 0.0216, -0.0214, 0.0094
O, -0.0172, 0.0003, 0.0981
O, -0.0014, 0.0023, 0.012
O, -0.0008, 0.0105, 0.0128
O, -0.0084, 0.0043, 0.0154
H, -0.135, -0.0267, 0.1469

The program warned: the cutoff lies below the one the program advises for these potential files; the exchange-correlation potential is rough where the density is thin.
